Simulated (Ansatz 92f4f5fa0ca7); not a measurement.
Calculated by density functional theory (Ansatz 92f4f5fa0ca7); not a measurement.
Periodic cell of 215 atoms, Si132O82B1, from a study of silicon, its oxide and their interface. The atomic structure is a simulated model.
Doubt: the cutoff is far below the 930 eV that the study's wrapper takes by default for these files, so forces and energies are approximate.
This geometry differs little from another in the collection (a relaxation step or a small displacement).

Settings: functional PBE; potential files Ansatz PAW; basis plane waves; wave-function cutoff 580 eV; density cutoff ratio 5; exchange-correlation grid ratio 1; k mesh 1 x 1 x 1, Gamma-centred; self-consistency stop 5e-08 eV per atom in the density residual; occupations fixed; spin none; net charge -1 e, with a uniform compensating background and no finite-size correction.

Cell vectors (angstrom)
a 10.938 0 0
b 0 10.938 0
c 0 0 31.5432

Atoms: element, x, y, z (angstrom)
Si 10.4358 0.5698 24.3534
Si 6.0459 10.4945 24.1658
Si 2.1342 3.2433 24.0948
Si 8.7046 2.253 24.3253
Si 0.5049 5.0462 24.1816
Si 5.0534 5.8836 24.2074
Si 3.4002 7.6405 24.1761
Si 7.8337 8.8217 24.0107
Si 1.3484 1.4708 25.4652
Si 6.9273 1.2879 25.5208
Si 4.0315 4.091 25.3444
Si 9.675 4.0861 25.4422
Si 1.5042 6.8043 25.3887
Si 6.9026 6.9344 25.2525
Si 4.2377 9.519 25.3629
Si 9.5328 9.6354 25.4544
Si 2.7857 -0.0039 26.6593
Si 8.2317 -0.038 26.9746
Si 0.0265 2.7567 26.9383
Si 5.4565 2.7231 26.6869
Si 2.7658 5.427 26.8628
Si 8.2318 5.5136 26.6479
Si 0.0467 8.2022 26.671
Si 5.5637 8.1836 26.8144
Si 4.1183 1.3509 28.0938
Si 9.6081 1.3608 28.2714
Si 1.4017 4.1056 28.2657
Si 6.8471 4.122 28.045
Si 4.1704 6.8094 28.1693
Si 9.6046 6.839 28.0735
Si 1.4026 9.5795 28.066
Si 6.8556 9.518 28.2704
Si 0.0663 -0.0351 29.5587
Si 5.4519 -0.0039 29.5224
Si 2.7807 2.6904 29.5519
Si 8.183 2.7633 29.507
Si -0.0116 5.4913 29.522
Si 5.5215 5.4345 29.5315
Si 2.7596 8.206 29.4692
Si 8.2642 8.1442 29.5614
Si 1.4176 1.3357 30.9442
Si 6.8282 1.3655 30.8666
Si 4.1429 4.0691 30.911
Si 9.5635 4.1109 30.8826
Si 1.3804 6.8512 30.8494
Si 6.8851 6.7791 30.9338
Si 4.0964 9.5597 30.8842
Si 9.612 9.5392 30.9231
Si 2.7689 -0.0461 0.7801
Si 8.19 -0.0089 0.6975
Si -0.0143 2.7277 0.7021
Si 5.4941 2.6917 0.7468
Si 2.7236 5.4658 0.6775
Si 8.2316 5.4116 0.7908
Si 0.0452 8.1667 0.7399
Si 5.4846 8.195 0.6968
Si 4.1653 1.309 2.137
Si 9.5386 1.3646 2.0675
Si 1.3427 4.1153 2.0647
Si 6.8738 4.001 2.1436
Si 4.088 6.8352 2.0396
Si 9.617 6.8059 2.1178
Si 1.3748 9.531 2.1319
Si 6.8354 9.5573 2.0986
Si -0.0842 -0.0466 3.4005
Si 5.5386 -0.0242 3.5883
Si 2.7136 2.7042 3.3607
Si 8.1885 2.6076 3.5947
Si -0.0025 5.4395 3.5452
Si 5.4562 5.4396 3.3436
Si 2.7623 8.1725 3.5063
Si 8.2531 8.2073 3.4349
Si 1.2854 1.3547 4.6738
Si 7.0395 1.0914 5.116
Si 4.1141 4.0533 4.6866
Si 9.5373 4.0472 4.9185
Si 1.3758 6.8457 4.903
Si 6.8307 6.7971 4.6781
Si 4.1099 9.5456 4.914
Si 9.4696 9.6587 4.894
Si 2.6043 0.0277 6.1158
B 8.2935 -0.1891 6.239
Si -0.0691 2.579 6.2065
Si 5.466 2.6688 6.106
Si 2.7766 5.4004 6.1459
Si 8.0933 5.4477 6.1807
Si 0.0076 8.2923 6.2172
Si 5.618 8.1863 6.1614
Si 3.4891 1.9294 7.169
Si 9.822 0.6796 7.3136
Si 1.749 3.6152 7.325
Si 6.2058 4.5098 7.3806
Si 4.6698 6.3268 7.2479
Si 9.1485 7.2391 7.2828
Si 0.837 10.1619 7.5002
Si 7.5376 9.103 7.3268
O 4.5835 6.6305 8.8793
O 1.3768 3.9562 8.9208
O 9.6906 6.5574 8.7126
O 1.257 10.1574 9.1469
O 6.0312 4.2493 9.0371
O 3.6538 1.6555 8.7869
O 7.2306 9.1289 9.0031
O 9.4992 0.9948 8.934
O 8.2328 2.5514 22.7656
O 10.9974 5.5433 22.6553
O 5.6164 0.0877 22.654
O 5.2758 5.3828 22.6356
O 2.153 2.8163 22.4778
O 3.3276 7.8524 22.5196
O 8.3891 8.7412 22.4263
O -0.1654 11.2312 22.761
Si 2.1308 2.9717 12.8595
Si 8.6559 1.3157 10.2722
Si 1.0531 4.5196 15.3299
Si 7.5286 5.5946 12.1879
Si 2.4145 8.1786 21.2201
Si 5.4127 7.8211 12.4034
Si 9.2652 0.502 15.4218
Si 2.9149 -0.034 16.649
Si 10.4535 1.1685 12.5343
Si 7.7585 2.8308 21.251
Si 9.1293 8.7991 14.4206
Si 1.4571 4.7741 10.3199
Si 4.4729 9.4867 19.138
Si 11.0733 6.0914 21.1268
Si 6.6152 10.4634 14.8157
Si 5.3844 0.7298 21.1875
Si 2.3133 9.8249 10.3512
Si 0.4319 10.6375 21.3946
Si 5.8383 5.2572 21.129
Si 3.6192 7.0991 10.0724
Si 9.0316 5.7208 14.8432
Si 3.6479 4.0979 19.0717
Si 10.0231 3.6592 19.3253
Si 4.2704 8.6903 15.3193
Si 0.4514 1.9346 17.14
Si 6.7876 7.5378 19.2636
Si 5.258 3.6291 16.7252
Si 7.7781 5.0174 17.5312
Si 6.6746 9.9618 10.28
Si 4.359 1.0633 10.0923
Si -0.0457 9.0736 11.8734
Si 9.1042 8.6295 20.9534
Si 4.5436 1.6778 14.562
Si 2.4467 2.0963 21.0473
Si 6.3104 3.3572 10.367
Si 3.4371 5.932 16.6961
Si 9.8595 6.5372 10.3126
O 0.0976 2.6117 18.5825
O 2.9321 9.6451 15.5668
O 10.86 4.8008 20.1476
O 7.5749 2.4594 9.9114
O 10.912 5.3479 10.7634
O 6.5731 6.7571 12.8331
O 10.3126 8.057 10.7473
O 7.6585 9.4679 13.9676
O 8.4068 6.2111 10.972
O 5.3417 10.488 20.0774
O 2.1506 3.7487 11.416
O 7.9747 8.5463 19.7697
O 6.202 6.7402 20.5665
O 5.505 2.7242 15.3928
O 1.3079 0.9319 20.7075
O 6.0728 9.0331 11.5062
O 4.63 4.9994 16.0967
O 6.5954 3.9002 17.6239
O 10.4854 10.6439 11.8214
O 5.5684 0.5097 13.9706
O 8.016 5.121 15.9408
O 9.7563 9.8696 15.4963
O -0.4089 5.1793 15.1392
O 1.5678 6.8333 20.8089
O 1.4989 0.6512 17.1613
O 6.5986 1.7609 20.8206
O 1.008 1.776 12.8013
O 3.2302 5.5058 18.29
O 9.5899 2.0116 11.4443
O 1.0282 3.142 16.207
O 8.5604 5.1769 13.3866
O 10.2624 8.5322 13.2768
O 1.4488 9.4024 21.6859
O 10.0827 9.9314 20.6162
O 3.1718 0.2063 10.8712
O 5.0747 2.3549 10.8357
O 1.6903 4.1416 13.8952
O 7.8677 10.9287 10.865
O 9.1247 4.4701 18.2394
O 5.644 9.5182 15.7579
O 5.4995 -0.016 9.6934
O 3.5706 2.3241 13.3944
O 1.9906 5.6704 15.9989
O 9.6626 1.1266 13.9647
O 4.3491 6.9779 11.516
O 4.7412 4.5158 20.1944
O 9.9624 1.3763 16.5825
O 6.6535 4.3215 11.6542
O 5.579 8.409 18.5865
O 9.0683 2.7392 20.2813
O 3.6113 1.1425 15.7829
O 4.2124 3.0898 17.888
O 9.9158 7.2131 20.8975
O 3.2973 8.6674 9.7677
O 3.951 7.4355 16.325
O 7.6348 0.5028 15.6604
O 8.9139 7.3344 15.0642
O 3.9342 1.4537 21.1506
O 1.5784 9.148 11.6729
O 2.3159 6.143 10.132
O 7.3362 6.4555 18.1683
O 7.199 4.3588 21.1186
O 4.5724 8.3048 13.7474
O 3.3272 8.6583 19.9618
O 2.4917 3.2443 19.8624
O 3.7276 10.3631 17.9706

Results
free energy: -130700.060 eV
free energy less fixed offsets of B -154.04, O -568.88, Si -635.61 eV per atom: 2.660 eV

Forces (eV/angstrom), in the order of the atoms: element, x, y, z
Si -0.002 0.0028 0.0049
Si 0.0033 -0.0035 0.0042
Si -0.0013 0.002 0.0056
Si 0.0041 -0.005 0.0057
Si 0.0036 -0.0025 0.004
Si -0.0026 0.0026 0.0051
Si 0.0016 -0.0045 0.0055
Si -0.0022 -0.0015 0.0061
Si 0.0004 0.001 0.0023
Si -0.0005 0.0005 0.0041
Si -0.0002 -0.0016 0.001
Si -0.0001 0.0006 0.0024
Si -0.0004 0.0003 0.0026
Si 0.0016 0.0007 0.0003
Si -0.0007 0.0006 0.0028
Si -0.002 -0.0009 0.0031
Si 0.0001 -0.0004 -0.0084
Si 0.0011 0.0006 0.0133
Si 0.0001 -0.0001 0.0127
Si 0.0013 -0.0011 -0.0078
Si -0.0015 -0.0004 0.0077
Si 0.0021 0 -0.0081
Si 0.0029 0.0018 -0.0083
Si 0.0017 0.002 0.0058
Si -0.0016 0.0034 0.0028
Si -0.0017 0.0008 -0.0234
Si -0.0004 -0.0029 -0.0247
Si -0.0002 -0.0019 0.0088
Si -0.0062 0.0026 -0.007
Si -0.0028 0.001 0.0046
Si -0.0039 0.0006 0.008
Si 0.0044 0.0057 -0.0233
Si 0.0035 -0.005 0.0013
Si 0.0005 -0.001 0.0034
Si 0.0015 -0.0025 0.0038
Si -0.0022 0.0019 -0.0019
Si -0.0013 0.0005 0.0035
Si 0.0029 -0.0021 -0.0002
Si 0.0029 -0.0019 -0.0035
Si 0.0043 -0.0036 0.0041
Si -0.0004 0.0026 0.0002
Si -0.0001 0.0036 0.0029
Si 0.0006 0.0004 0
Si -0.0031 0.0016 0.0009
Si -0.0014 0.0031 0.0021
Si -0.0032 0.0005 0.0006
Si -0.0042 0.0011 0.0015
Si 0.0006 0.0015 0.0006
Si 0.0004 -0.0035 0.0026
Si -0.0001 -0.0026 -0.003
Si 0.0034 -0.0027 -0.0016
Si 0.0007 -0.0017 0.0009
Si 0.0011 -0.0031 -0.0012
Si 0.0042 0.0007 0.0031
Si -0.001 0.0003 0.0028
Si 0.0059 -0.0014 -0.0019
Si -0.0036 0.0081 -0.0041
Si -0.0094 0.0084 -0.0038
Si -0.0045 0.0062 0.0009
Si -0.0034 0.0015 -0.0063
Si -0.0087 0.0061 -0.0041
Si -0.0001 -0.0016 0.0013
Si -0.0003 0.0019 -0.0014
Si 0.0003 0.0018 0.0024
Si 0.0218 -0.0103 0.0105
Si 0.0047 0.0001 -0.0007
Si 0.0069 -0.0074 0.0189
Si 0.0011 0.0004 0.0007
Si -0.0032 0.0012 -0.0052
Si 0.0106 -0.0105 0.0237
Si -0.0035 0.0026 -0.0006
Si 0.0008 -0.0102 -0.0041
Si 0.0034 0.0046 -0.0076
Si -0.0485 0.0528 -0.0469
Si -0.0055 0.0032 -0.013
Si 0.0026 0.0019 0.0065
Si 0.0035 -0.0005 0.0029
Si -0.0015 -0.0036 -0.0117
Si -0.0076 -0.0053 0.0037
Si -0.0144 0.012 -0.0229
Si 0.0087 0.0053 -0.0098
B 0.0747 -0.0822 0.0999
Si -0.0071 -0.0185 0.019
Si 0.0136 -0.0069 -0.0068
Si -0.0021 -0.0017 0.0075
Si -0.0067 -0.0144 -0.0087
Si 0.0244 -0.0156 -0.0092
Si 0.0141 0.0026 0.0189
Si -0.0214 0.0078 -0.0011
Si -0.0212 0.0439 -0.0451
Si 0.0036 0.0021 -0.0219
Si 0.0015 0.0139 -0.0001
Si -0.0017 -0.0069 -0.0163
Si -0.0033 -0.0036 0.0077
Si -0.009 0.0023 0.0022
Si -0.0283 0.0359 -0.04
O -0.0043 0.0033 0.0104
O -0.001 0.0037 0.0137
O -0.0009 0.0033 -0.0038
O 0.0016 -0.0018 0.0026
O -0.0009 -0.0047 0.0086
O 0.0016 -0.0022 -0.0012
O 0.003 -0.0008 0.02
O -0.0037 -0.0048 0.0257
O -0.0019 0.0012 -0.0069
O -0.0008 0.0013 -0.0066
O -0.0006 0.0019 -0.005
O 0.0011 -0.0004 -0.0041
O 0.0011 -0.0016 -0.0063
O -0.0018 0.0021 -0.0075
O 0.0007 0.0003 -0.0057
O 0.002 -0.0013 -0.0044
Si 0.0003 -0.001 -0.0045
Si 0.0006 0.0024 -0.012
Si 0.0002 -0.0006 -0.001
Si -0.0046 -0.0017 -0.0053
Si 0.0018 -0.001 0.0063
Si 0.0007 -0.0004 -0.0037
Si 0.0005 0.0016 -0.001
Si 0 -0.0005 0.0009
Si 0.0025 -0.002 -0.0025
Si -0.0004 -0.0007 0.0074
Si -0.0027 -0.0001 -0.0029
Si 0.0037 -0.0029 -0.0097
Si 0 -0.0018 0.0048
Si -0.0001 0.0004 0.0073
Si 0.0009 -0.0002 -0.0024
Si 0.0011 0.0009 0.0069
Si 0.0012 -0.0008 0.0041
Si -0.0012 0 0.006
Si 0.0003 -0.0001 0.0054
Si 0.0018 -0.0105 -0.0038
Si -0.0004 -0.0004 -0.0021
Si -0.0006 -0.0008 0.0053
Si -0.0002 0.0004 0.0044
Si -0.0006 0 -0.0002
Si 0 0.001 0.0014
Si 0.0007 0.0007 0.0039
Si 0.0003 -0.0002 0.0008
Si 0.0003 0.0004 0.003
Si 0.0037 -0.0015 -0.0068
Si 0.0036 0.0052 0.0018
Si -0.0014 0.0068 -0.0015
Si 0.0003 0.0005 0.0051
Si -0.001 -0.0003 -0.0013
Si -0.0001 0.0008 0.0068
Si 0.0031 0.002 -0.0087
Si 0.0009 -0.0018 0.0009
Si 0.0006 -0.0043 0.0018
O 0.0006 -0.0009 -0.0027
O 0.0003 -0.0013 0.0003
O -0.0001 -0.0007 -0.0024
O 0.0043 0.0013 0.0113
O -0.0034 0.0027 0.0013
O 0.0022 -0.001 0.0001
O 0.0002 0.0003 -0.0002
O 0.0006 -0.0002 0.0023
O -0.0001 0.0006 0.0025
O 0.0011 -0.0004 -0.0028
O -0.001 0.0009 0.0029
O -0.0009 -0.0005 -0.0025
O 0.0006 0 -0.0027
O -0.0001 -0.0006 0.0005
O 0.0004 -0.0004 -0.0028
O -0.0021 -0.0007 0.0014
O -0.0006 0.0007 0.0004
O 0.0001 -0.0003 -0.0015
O 0.0029 -0.0051 0.0027
O 0.0002 -0.0005 0.0016
O 0.0013 0.0002 -0.0022
O 0.0008 -0.0003 0.0017
O -0.0007 0.0005 0.0006
O 0.0001 -0.0003 -0.0025
O -0.0003 0.0002 -0.0004
O 0.0007 -0.0003 -0.0028
O -0.0023 -0.0015 0.002
O 0.0005 0.0003 -0.0025
O -0.0042 -0.0012 -0.0055
O -0.001 -0.0007 0.0008
O -0.0007 0.0013 0.0023
O 0.0014 0.0014 -0.0005
O 0.0001 0.0005 -0.0028
O 0.0006 -0.0004 -0.0028
O -0.0028 -0.0013 0.0009
O -0.002 -0.0032 0.0021
O -0.0005 -0.0004 0.0012
O -0.0021 0.0005 0.0028
O -0.0001 -0.0004 -0.0019
O 0.0002 -0.0005 0.0006
O 0.0004 -0.001 0
O -0.0013 0 0.0014
O -0.0003 -0.0004 0.0004
O -0.0003 -0.0001 0.0027
O -0.0015 0.0019 -0.0008
O -0.0001 -0.0006 -0.0028
O 0 -0.0019 -0.0012
O 0.0014 0.0032 0.0018
O 0.0001 -0.0002 -0.0017
O 0.001 -0.0001 -0.0027
O 0.0013 0.0014 -0.0006
O 0.0007 -0.0002 -0.0016
O 0.0002 0.0003 -0.0028
O 0 0.0043 0.001
O 0.0002 0.0001 -0.0011
O 0.0001 -0.0003 0.0005
O 0.0001 -0.001 0.0003
O -0.0022 0.0008 -0.0035
O -0.0046 0.0027 -0.0019
O 0.0013 0.0022 0.0069
O 0 -0.001 -0.0016
O -0.0007 0.0014 -0.0036
O 0.0008 -0.0008 0.0001
O 0.0008 -0.0001 -0.0027
O 0.0005 0.0004 -0.0032
O -0.0003 0.0007 -0.0022

The program warned: the cutoff lies below the one the program advises for these potential files; the exchange-correlation potential is rough where the density is thin.
